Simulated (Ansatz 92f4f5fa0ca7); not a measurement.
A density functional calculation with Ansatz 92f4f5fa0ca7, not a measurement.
Periodic cell of 363 atoms, Si241O122, from a study of silicon, its oxide and their interface. The atomic structure is a simulated model.
Doubt: the cutoff is far below the 930 eV that the study's wrapper takes by default for these files, so forces and energies are approximate.

Settings
functional: PBE
potential files: Ansatz PAW
basis: plane waves
wave-function cutoff: 580 eV
density cutoff ratio: 5
exchange-correlation grid ratio: 1
k mesh: 1 x 1 x 1, Gamma-centred
self-consistency stop: 5e-08 eV per atom in the density residual
occupations: fixed
spin: none
net charge: 0

Cell vectors (angstrom)
a 11.6015 0 0
b 0 13.3963 0
c 0 0 41.4646

Atoms and the computed forces on them: element, x, y, z (angstrom), force x, y, z (eV/angstrom)
Si 0 2.2327 1.1851 -0.0173 -0.0021 0.0478
Si 3.8672 2.2327 1.1851 0.0153 -0.0037 -0.0336
Si 7.7343 2.2327 1.1851 -0.0428 0.0145 -0.0083
Si 1.9336 5.5818 1.1851 0.0449 -0.0252 -0.0189
Si 5.8008 5.5818 1.1851 0.0361 -0.0667 0.008
Si 9.6679 5.5818 1.1851 -0.0276 -0.0585 -0.0246
Si 0 8.9308 1.1851 -0.0237 -0.0115 -0.0493
Si 3.8672 8.9308 1.1851 0.0165 -0.016 0.0113
Si 7.7343 8.9308 1.1851 0.0358 -0.0279 -0.0178
Si 1.9336 12.2799 1.1851 0.0069 0.053 0.0813
Si 5.8008 12.2799 1.1851 -0.0138 0.0451 0.0008
Si 9.6679 12.2799 1.1851 0.0243 0.0234 0.0644
Si 1.9336 1.1164 1.9745 0.128 0.0099 -0.0077
Si 5.8008 1.1164 1.9745 0.0024 -0.0736 -0.0048
Si 9.6679 1.1164 1.9745 -0.0996 0.0709 -0.0321
Si 0 4.4654 1.9745 -0.1464 0.0706 -0.0234
Si 3.8672 4.4654 1.9745 -0.1037 0.0624 0.0096
Si 7.7343 4.4654 1.9745 0.0347 0.0674 0.014
Si 1.9336 7.8145 1.9745 -0.0321 -0.0006 -0.0123
Si 5.8008 7.8145 1.9745 0.0254 0.1022 -0.0092
Si 9.6679 7.8145 1.9745 0.0192 0.1171 0.0026
Si 0 11.1635 1.9745 -0.0732 -0.1527 -0.0307
Si 3.8672 11.1635 1.9745 0.1183 -0.0322 -0.0152
Si 7.7343 11.1635 1.9745 -0.01 -0.0925 -0.0528
Si 1.9336 1.1164 4.3426 0.2838 0.0657 -0.1052
Si 5.8008 1.1164 4.3426 0.0254 -0.2146 -0.2862
Si 9.6679 1.1164 4.3426 -0.374 0.1919 -0.1179
Si 0 4.4654 4.3426 -0.3762 0.1989 0.0635
Si 3.8672 4.4654 4.3426 -0.2423 0.1602 -0.4389
Si 7.7343 4.4654 4.3426 0.1501 0.0794 -0.5035
Si 1.9336 7.8145 4.3426 -0.0499 0.057 -0.1187
Si 5.8008 7.8145 4.3426 0.0998 0.2528 0.1634
Si 9.6679 7.8145 4.3426 0.0397 0.279 0.0265
Si 0 11.1635 4.3426 -0.1838 -0.3101 0.0836
Si 3.8672 11.1635 4.3426 0.3449 -0.0012 0.3627
Si 7.7343 11.1635 4.3426 -0.0282 -0.1695 0.5483
Si 0 0 37.1241 0.4417 0.1556 -0.1615
Si 3.8672 0 37.1241 0.0469 0.1684 -0.097
Si 7.7343 0 37.1241 0.047 -0.1127 -0.3054
Si 1.9336 3.3491 37.1241 -0.0238 -0.13 0.0159
Si 5.8008 3.3491 37.1241 -0.5737 0.2978 -0.7079
Si 9.6679 3.3491 37.1241 -0.1013 -0.1642 -0.1395
Si 0 6.6981 37.1241 0.0782 -0.35 0.1533
Si 3.8672 6.6981 37.1241 0.1037 -0.1298 0.525
Si 7.7343 6.6981 37.1241 -0.272 -0.0694 0.0445
Si 1.9336 10.0472 37.1241 -0.0024 0.0957 0.6139
Si 5.8008 10.0472 37.1241 0.2591 -0.2479 0.0899
Si 9.6679 10.0472 37.1241 0.0969 -0.049 -0.0812
Si 0 0 39.4922 0.1349 0.0652 0.0356
Si 3.8672 0 39.4922 0.0257 0.096 0.0301
Si 7.7343 0 39.4922 -0.0114 0.0065 0.0137
Si 1.9336 3.3491 39.4922 0.0572 -0.0734 -0.0194
Si 5.8008 3.3491 39.4922 -0.2139 0.1042 0.0316
Si 9.6679 3.3491 39.4922 0.0038 -0.0419 0.0227
Si 0 6.6981 39.4922 -0.0119 -0.1138 -0.018
Si 3.8672 6.6981 39.4922 0.1251 -0.1163 -0.0103
Si 7.7343 6.6981 39.4922 -0.0763 -0.0251 0.0081
Si 1.9336 10.0472 39.4922 0.0104 -0.0248 -0.0076
Si 5.8008 10.0472 39.4922 0.1525 -0.0709 0.0043
Si 9.6679 10.0472 39.4922 0.0079 -0.0354 0.0131
Si 0 2.2327 40.2816 0.0263 -0.0036 0.0043
Si 3.8672 2.2327 40.2816 -0.0058 0.0037 0.0506
Si 7.7343 2.2327 40.2816 0.0499 -0.022 -0.0949
Si 1.9336 5.5818 40.2816 -0.0318 0.025 0.0004
Si 5.8008 5.5818 40.2816 -0.0296 0.073 0.069
Si 9.6679 5.5818 40.2816 0.0173 0.0709 -0.0182
Si 0 8.9308 40.2816 0.0248 0.0183 0.0078
Si 3.8672 8.9308 40.2816 -0.021 0.0065 -0.0027
Si 7.7343 8.9308 40.2816 -0.026 0.0251 0.0305
Si 1.9336 12.2799 40.2816 -0.0126 -0.055 -0.0068
Si 5.8008 12.2799 40.2816 0.0005 -0.0387 -0.0346
Si 9.6679 12.2799 40.2816 -0.0198 -0.0183 -0.0724
Si -4.4522 -6.7623 31.114 -0.0027 -0.0068 0.0147
Si 6.9803 -5.7538 27.4058 -0.0022 -0.0036 0.0021
Si 7.1044 -1.3335 24.905 0.0013 0.0027 0.0029
Si -2.4621 5.4585 30.9188 0.0046 -0.0139 0.0101
Si 10.9958 4.1016 26.4391 0.0061 -0.0029 -0.0061
Si 10.021 8.3037 27.4737 -0.0005 0.0068 0.0071
Si 0.2802 8.8701 31.1612 0.0012 -0.0006 0.0036
Si 5.9178 4.6044 27.7322 -0.0043 0.0033 0.0006
Si 3.8513 8.1228 29.3306 0.0072 0.0026 -0.0056
Si 3.7963 4.9502 29.9257 0.0052 0.0026 0.004
Si 6.978 10.4336 30.1469 0.0013 -0.0022 0.0151
Si 9.1118 10.9487 29.1257 0.0061 0.0015 0.0025
Si -1.3075 -2.6641 31.1559 0.0204 0.0136 -0.0062
Si 3.2021 -3.7435 18.6321 -0.0027 -0.0003 0.0006
Si 8.3555 2.3361 30.8756 -0.0059 -0.0141 -0.0113
Si 5.6346 0.7826 30.1309 0.0025 -0.0011 0.0033
Si 2.0252 11.4974 26.8403 -0.0045 -0.0077 -0.0092
Si 13.468 7.9221 23.7602 -0.0004 -0.0031 -0.0005
Si -5.3654 8.267 29.5721 -0.0114 0.0004 0.0008
Si 0.9272 4.2889 29.2266 0.0015 0.0073 -0.0026
Si 2.6832 9.3425 30.9946 0.0008 0.0039 0.0021
Si 1.3203 16.2336 24.9089 -0.0021 0.0003 0.001
Si 3.0138 11.696 31.0289 -0.001 -0.0043 -0.0012
Si 11.016 6.813 30.0422 0.0041 -0.0009 -0.0006
Si 0.215 2.0726 33.0747 0.0053 -0.0089 -0.0051
Si 4.1555 2.0846 32.6404 -0.0019 -0.0002 -0.0029
Si 7.965 2.1601 33.2003 0.0061 0.0031 0.0122
Si 3.9937 4.4413 32.2748 0.0035 0.0049 0.0028
Si 6 5.5332 32.8692 0.0062 0.0006 -0.0023
Si 9.9044 5.3718 33.2079 -0.0035 -0.0014 -0.0054
Si 0.1387 8.6727 33.4539 0.0036 0.0034 0.0022
Si 3.796 8.8876 33.1548 -0.0023 0.0039 0.0043
Si 8.2461 10 32.0833 -0.032 -0.0037 0.0106
Si 2.1847 12.1451 33.2166 -0.0017 -0.0034 0.0059
Si 5.8536 12.2946 33.306 0.008 -0.0036 0.0034
Si 9.9726 12.1727 33.1437 0.0025 -0.0006 -0.0039
Si 2.2049 1.0505 33.7828 0.0057 0.0008 0.0068
Si 5.9221 1.1777 33.931 -0.0015 0.0018 0.0044
Si 9.9199 1.0299 33.9518 -0.0064 -0.0028 0.0091
Si 0.3037 4.2646 33.961 0.0065 0.0194 0.0147
Si 2.5383 5.2082 33.9855 -0.0029 -0.0049 0.0021
Si 7.8622 4.3865 33.9904 -0.0029 0.0037 0.0033
Si 2.1132 7.5868 34.1688 -0.0054 0.0003 0.0037
Si 5.7077 7.6472 33.9335 -0.0162 -0.0042 0.0057
Si 9.781 7.5371 34.0697 -0.0042 -0.003 0.0066
Si 0.215 11.0061 34.0473 0.007 -0.0023 0.0039
Si 4.0195 11.0613 34.1399 -0.0056 0.0005 0.004
Si 7.9039 11.3743 33.934 -0.0023 0.0128 0.0006
Si 1.9752 1.1231 36.2354 -0.0015 0.0018 0.0025
Si 5.804 1.1302 36.3105 0.0005 0.0001 0.0035
Si 9.6888 1.0909 36.3209 0.0004 0.0023 0.0015
Si -0.0009 4.4262 36.3228 0.0043 -0.0036 0.0004
Si 3.7438 4.5358 36.1812 0.0015 -0.0004 0.007
Si 7.7306 4.4625 36.3424 0.0007 -0.0026 0.0014
Si 1.9509 7.8184 36.4574 0.0002 0.0003 0.0056
Si 5.7802 7.8103 36.3126 -0.0032 0.0052 0.004
Si 9.6642 7.793 36.3845 0.0003 0.0031 -0.0008
Si 0.0234 11.1672 36.3761 0.0013 -0.0006 0.001
Si 3.8776 11.1481 36.4358 0.0005 0.0006 0.0001
Si 7.7474 11.1454 36.2997 -0.0035 0.0012 -0.0024
Si -0.0045 0.0049 5.0084 -0.0019 0.0013 0.002
Si 3.8851 0.0035 5.1659 0.0011 0.0001 -0.0011
Si 7.7289 -0.0037 5.1437 0.0001 0.001 -0.0015
Si 1.9122 3.3639 5.0789 0.001 -0.001 -0.0012
Si 5.7956 3.3556 4.9969 0 -0.0019 0.0025
Si 9.6298 3.3528 5.1612 0.0009 -0.0026 -0.0006
Si -0.0074 6.7221 5.1403 0.0012 0.0019 0.0005
Si 3.8711 6.7038 5.0996 0.0004 0.0002 -0.0003
Si 7.7464 6.696 5.0963 0.0014 -0.0008 0.0009
Si 1.9439 10.0519 5.1159 0.0002 0.0021 -0.0004
Si 5.8142 10.043 5.2558 -0.001 -0.0008 -0.0017
Si 9.6601 10.0467 5.2446 0.0001 0.0014 -0.0012
Si -0.0075 0.0147 7.3042 0.0004 0.0002 -0.0021
Si 3.951 0.0675 7.5556 0.0016 0.0012 0.0035
Si 7.6865 0.0154 7.5232 -0.0001 0.0012 0.0007
Si 1.7375 3.437 7.405 -0.0033 0.0039 0.0032
Si 5.6679 3.3862 7.2792 -0.0021 0.0014 -0.0004
Si 9.4542 3.3625 7.545 -0.0015 -0.0014 0.0096
Si -0.0092 6.8247 7.5146 0.0035 -0.0003 0.0014
Si 3.8798 6.7527 7.4417 -0.0013 -0.0016 0.0016
Si 7.7902 6.6642 7.4417 -0.0004 -0.0019 -0.0004
Si 2.0027 10.0874 7.4731 0.0026 -0.0013 0.0021
Si 5.8688 10.0126 7.7673 0.0006 0.0006 0.0008
Si 9.6691 10.0609 7.7315 0.0009 -0.0021 0.0001
Si -0.1773 2.2365 8.0992 0.0013 -0.0008 0.0045
Si 3.7101 2.3933 8.0749 0.0028 -0.0016 -0.0009
Si 2.3833 4.7991 14.0083 0.0017 0.0044 -0.0057
Si 0.0913 7.092 11.6081 0.0048 -0.0046 0.0078
Si 5.8091 5.5644 8.1158 0.0005 0.0004 -0.0037
Si 9.7286 5.5884 8.3426 0.0003 -0.0038 0.0021
Si 0.1152 9.0707 8.4333 0.0001 0.0023 -0.0016
Si -2.018 3.5589 11.5305 0.0071 -0.0012 -0.0038
Si 7.7894 8.7372 8.5542 0.0022 0.0011 0.0003
Si 1.9569 12.3705 8.1076 0.0052 -0.0012 -0.012
Si 5.8586 12.3032 8.545 -0.0019 0.0018 0.0065
Si 9.6857 12.3996 8.2713 0.0029 0.0006 -0.0016
Si 1.9067 5.6759 8.1907 0.0001 0.0004 -0.0029
Si 3.5033 -1.3729 12.6359 0.0162 -0.0209 0.0001
Si 6.0741 5.5958 10.4398 -0.0023 -0.0021 0.008
Si -3.797 7.3082 10.6654 0.0025 -0.0027 0.0032
Si 3.0297 8.3525 10.5935 0.0073 0.0077 0.0178
Si 7.1574 0.5847 13.4052 0.0045 -0.0034 -0.0098
Si -5.0845 11.9487 20.9321 -0.0012 -0.0014 -0.0011
Si 1.2441 12.857 10.2524 0.009 0.0043 0.0154
Si 7.4126 15.6287 8.2993 0.0036 0.003 -0.0056
Si 4.4148 18.5495 15.9817 0.0289 0.0524 0.0165
Si 3.8652 8.9201 8.4091 0.0016 0.0032 -0.009
Si 7.5357 7.9845 12.8622 0.0062 -0.0095 -0.0134
Si 2.063 6.2233 10.4609 -0.0119 0.0006 0
Si 6.3114 -4.3864 25.5068 -0.0027 0.0048 0.0035
Si 8.5288 0.164 22.6944 -0.0015 -0.0064 -0.0032
Si -5.5032 2.0248 10.3897 0.011 -0.0049 0.005
Si 3.8718 4.9854 11.2924 0.0129 0.007 0.017
Si 10.8009 0.5207 14.0445 -0.0013 0.0021 0.0065
Si -2.4925 2.1165 13.5576 0.0013 -0.0083 0.0056
Si 5.8408 13.1528 10.8746 -0.0053 -0.0072 0.0061
Si 10.4982 13.189 10.3457 -0.0071 0.0009 0.005
Si 0.2999 7.1615 13.9973 -0.0014 0.0031 -0.0051
Si 7.2473 17.1635 11.3764 -0.0031 0.0056 0.0049
Si 4.5696 14.646 17.4938 0.0022 -0.0045 0.0018
O 3.829 -5.038 12.083 0.0063 0.0146 0.0039
O 19.192 13.0625 21.4501 0.0026 0.002 0.0032
O -0.7267 -18.4396 26.0872 0.0023 -0.0001 0.0016
O 7.982 24.1035 15.1904 -0.0007 -0.0013 0.0016
O 6.6876 16.4241 22.7915 0.0012 -0.0032 0.0025
O 16.7149 -1.2547 21.761 0.0011 -0.0005 0.0024
O 4.681 3.0835 24.4793 0.0016 -0.0001 0.0015
O -0.0252 16.0802 25.8271 0.0019 0.0005 0.0033
O 0.9297 22.0326 14.4471 -0.0027 -0.0006 0.0014
O 30.1019 19.5051 18.1966 -0.0027 -0.0065 -0.0002
O 22.1521 15.7461 20.9396 -0.0001 0.0009 0
O 9.4035 17.3349 26.6918 -0.0063 -0.0002 0.006
O -6.4925 13.9416 28.5779 0.0054 0.0056 0.0041
O -5.0951 -7.3335 27.3233 0.0038 0.0041 0.0033
O -3.2759 -20.7311 23.2567 -0.001 0.0016 0.0034
O 3.9957 1.7494 26.6301 0.0026 -0.0015 0.0049
O 20.3437 17.2856 30.4009 0.0044 0.0158 -0.0009
O -17.9409 -22.2374 29.2454 -0.0029 -0.0025 0.0037
O 24.7874 6.3143 23.7456 0.0022 0.0006 0.0026
O -10.0991 -13.7414 17.7505 -0.003 0.0051 0.0051
O -3.3118 25.7859 23.8233 0.0008 0.0014 0.0017
O -7.9619 26.3441 13.992 0.0008 0.002 -0.0015
O 27.9015 4.6896 17.5051 0.0226 0.0179 -0.0479
O 5.2763 8.1683 21.1153 0.0002 0.0004 0.003
Si 3.8629 -8.7965 20.6549 0.0011 0.0022 0.0011
Si 7.2879 21.039 17.795 0.0019 -0.0021 0.004
Si 12.4536 9.2215 10.759 -0.009 -0.0032 -0.0023
Si -11.2269 18.6352 23.835 0.0005 -0.0019 0.0025
Si -6.883 22.6094 13.1673 -0.01 0.0224 -0.0033
Si 11.5651 25.3205 25.455 -0.0018 0.0006 0.0039
Si 3.8188 -10.6125 10.359 -0.0132 0.0004 -0.0025
Si 7.9999 15.8038 23.578 0.0008 0.0124 0.0055
Si 3.9565 -10.1988 25.9092 -0.001 0.0019 -0.003
Si 9.1399 10.2489 14.135 0.0031 -0.0034 -0.0003
Si 0.2228 9.5503 15.6102 -0.0001 -0.0034 0.0028
Si -15.122 7.6885 23.2965 0.0049 -0.0022 -0.0034
Si 6.7633 8.7829 20.7468 0.0008 -0.0004 -0.0009
Si 10.1735 12.9244 17.028 0.0025 -0.0006 -0.0013
Si 11.1625 31.1943 17.5193 -0.004 0.0075 0.0007
Si -13.887 18.3389 22.5902 0.0029 0.0001 0.0032
Si 21.3772 5.9145 10.7481 -0.005 0.0047 -0.0014
Si -0.3783 27.7021 21.3584 0.0004 -0.002 0.004
Si 11.3595 1.6706 30.7593 0.0015 -0.0087 0.0159
Si -0.4707 28.8812 10.4095 -0.0168 0.0049 -0.0097
Si 7.7923 7.9681 32.9258 0.0205 -0.0182 -0.0183
Si 12.8466 11.2907 11.9706 0.0062 0 -0.0031
Si 10.3346 20.6638 16.5884 0.0058 0.0036 -0.0023
Si 1.7238 28.8816 13.312 -0.0038 0.0013 0.0073
Si 1.7971 1.6142 11.0596 0.0099 -0.0085 -0.0109
Si -6.2698 25.311 18.2228 -0.0019 -0.0012 0.003
Si 3.2227 9.2988 26.3395 0.0016 0.0034 0.0033
Si 13.6288 16.2838 18.5822 0.0057 0.0046 0.0055
Si 19.0927 25.4413 15.9887 0.0037 -0.0006 0.0029
Si 13.3141 12.9184 29.4793 0.0047 0.0049 0.0089
Si 7.0584 5.1407 14.2489 0.0005 0.0036 0.0055
Si -5.5732 4.7558 18.4708 -0.0251 0.0073 -0.0035
Si -2.0574 3.323 20.0803 0.0022 0.0032 -0.0021
Si -7.0077 21.6339 16.1964 -0.0293 -0.0305 -0.0241
Si -17.7604 -1.3551 31.0136 -0.0007 -0.0056 0.0047
Si 16.2837 13.0481 23.045 -0.0009 0.0018 0
Si 5.0749 16.1843 22.9504 0.0008 0.0012 0.0036
Si 12.6053 11.488 17.5714 0.0017 -0.0059 0.0009
Si 8.254 29.5692 26.6909 0.0049 0.002 -0.0037
Si 0.6179 41.0017 18.572 -0.0015 -0.0031 -0.002
Si -7.8567 13.9414 27.6648 -0.0089 -0.0007 -0.0001
Si -14.1631 13.2218 26.9924 0.0043 -0.0048 0.002
Si -12.4615 9.0279 24.5965 0.0031 0.0017 0.0027
Si 3.6766 7.7759 21.1316 -0.0006 0.0019 -0.0022
Si 7.2393 29.5958 18.1795 -0.0011 -0.0009 -0.0019
Si 9.0075 16.7565 15.5936 0.0057 -0.0013 -0.0044
Si 27.5378 0.9996 14.3425 -0.0048 -0.0012 -0.0059
Si -0.9023 25.6094 12.4602 -0.006 0.001 -0.001
Si 1.6754 13.6154 23.5114 -0.0031 0.0006 0.0052
O -18.92 13.1491 18.0663 -0.0013 0.0049 -0.0016
O 19.2243 12.7896 26.2733 -0.0033 -0.0013 -0.0006
O -19.5887 18.4324 12.9425 -0.0035 -0.0069 -0.0114
O -13.4705 14.8712 30.5389 -0.0083 0.0048 0.0003
O 0.5679 25.991 24.091 0.004 0.0018 -0.0027
O 30.2277 16.8093 27.5617 0.001 -0.0024 0.0067
O -7.0981 10.6331 18.7979 0.0033 0.0018 0.0012
O -18.9278 12.8335 11.393 -0.0028 0.0019 0
O 11.773 -13.2333 20.0197 0.0007 0 0.0028
O 10.3928 17.3479 18.8671 -0.0025 -0.0028 0.0067
O -2.8217 7.6091 17.0679 -0.0023 -0.0012 0.001
O 22.8887 21.9883 16.8448 -0.0002 0.0014 0.0007
O 18.4996 23.7702 21.0868 0.0018 0.0006 0.0019
O 10.7419 14.2861 17.7765 0.004 0.0011 0.0039
O 17.2613 -0.742 24.3299 0.0005 -0.0003 0.0033
O 10.0863 26.8794 22.1839 -0.0001 0.0011 0.0025
O 22.4932 7.3967 28.5007 0.0022 -0.0005 0.0011
O 17.7222 38.4611 16.8022 0.0025 0.0013 -0.0038
O 12.0124 -4.7239 23.6216 -0.0009 0.0007 -0.0006
O 8.6096 7.5533 27.199 -0.001 -0.0037 -0.0003
O 15.1051 19.9362 29.6341 0.001 0.0001 0.0049
O -4.3319 13.163 14.8235 0.0005 0.0028 0.0019
O 21.302 -16.9879 28.0651 0.0004 -0.0036 0
O -35.8998 3.6831 16.2003 -0.001 -0.003 0.003
O -19.8845 15.6252 17.8204 -0.0037 0.0005 0.0029
O -8.6894 8.2416 22.5252 0.0017 0.0009 0.0036
O 3.3481 12.5616 26.8201 0.0046 0.0007 0.0049
O 19.4438 21.4709 21.7346 -0.0002 0.002 0.0013
O -10.2828 11.7518 28.348 0.0013 0.0027 0.004
O 8.2517 29.3077 19.4619 0.0009 -0.0005 0.0037
O 32.403 16.9189 23.4087 -0.0024 -0.0047 0.0023
O 30.1759 12.9196 12.106 0.0002 0.0022 -0.0047
O 12.7328 3.9442 17.6753 0.0028 -0.0008 0.0005
O 14.9705 -18.2959 27.7793 0.0029 -0.0039 0.0183
O 20.1725 12.6152 17.096 0.0024 0.0013 0.0017
O 23.8084 32.4433 30.0915 -0.0027 0.0058 0.0067
O 4.742 14.5414 15.891 0.002 0.0003 0.009
O 27.6472 22.3556 14.747 0.0075 -0.0305 0.0067
O 38.8941 -6.6681 15.9448 0.035 -0.0244 0.035
O 7.1332 46.8849 13.7984 0.005 -0.0093 0.0073
O 14.6425 21.9959 19.8648 0.002 -0.0036 0.0065
O 25.6401 8.383 25.2226 0.0009 -0.0012 0.0018
O 12.5777 3.7304 23.5822 -0.0002 0.0013 0.0024
O -24.273 -3.1445 14.9457 0.0004 0.0012 0.0019
O 18.8238 8.5184 19.1857 -0.0009 0.0007 0.0038
O 5.9935 15.1242 18.1499 0.0063 0.0011 0.0026
O 3.107 31.179 15.4135 0.0055 0.0088 0.0037
O -13.8129 38.0419 12.8649 0.0039 0.0071 -0.0002
O 18.5865 -22.6751 12.9926 0 -0.0034 -0.0056
O 34.1699 32.8129 17.4302 0.0022 -0.0057 0.0024
O 20.7576 -0.9827 28.4004 0.0009 0.0038 0.0006
O -1.1846 26.3109 26.1352 -0.0003 0.0016 0.0026
O 24.4345 10.7376 16.1167 0.0002 0.0017 0.0011
O -8.5237 -0.6008 23.2974 0.0025 -0.0015 0.0025
O 16.0846 37.5656 12.8815 -0.0054 -0.0301 0.0199
O -0.8737 24.0229 24.8959 -0.0016 0.0016 0.0034
O 22.4456 32.318 22.6997 -0.0009 0 0.0013
O 6.2911 22.4169 12.8624 -0.0214 0.0118 0.0094
O -9.7864 23.9272 18.6189 -0.0009 0.0019 0.0006
O 8.8986 1.4204 27.3407 -0.0005 0.0018 0.0072
O 10.9599 25.0233 17.699 -0.0004 0.0013 0.0003
O 23.6259 0.254 30.1985 -0.0045 -0.0066 0.0042
O 7.063 41.8258 30.0919 -0.0008 0.0023 0.0003
O -7.4411 43.9406 22.0197 0.0004 0.0003 0.0008
O -10.1055 6.1126 14.3361 0.0035 -0.0025 0.0036
O 25.1811 41.5864 24.5931 0.0015 -0.0007 0.003
O -34.1091 14.5944 14.2137 -0.0003 0.0009 -0.0029
O 2.4734 14.1533 28.682 0.0058 0.0007 -0.0007
O 14.2808 3.7789 19.8328 -0.0033 -0.0046 -0.0046
O -17.8644 31.4938 19.951 0.0019 0 -0.0142
O 15.1033 8.8777 17.2284 0.0199 -0.0085 -0.0269
O 23.4086 -8.9109 27.7869 0.0015 -0.0017 0.0055
O 12.595 27.7914 22.2492 0.001 0.0002 -0.0012
O 14.015 3.6788 25.7722 0.0023 -0.0007 0.0041
O 4.8151 14.6123 22.6173 0.0016 -0.0013 0.0018
O 1.3168 17.082 13.4526 0.0032 -0.0096 0.0017
O 18.0226 25.6856 19.3542 0.0019 0 0.0055
O -14.4031 22.163 13.5536 0.0009 0.0037 0.0054
O 10.5664 6.9173 14.9731 0.0002 0.0006 0.003
O 17.2813 1.3241 13.4714 -0.0027 0.0082 0.0052
O 2.559 4.1349 29.1849 -0.0004 -0.0033 -0.0015
O 27.8849 4.3767 26.7203 0.0014 -0.0009 0.0022
O 4.726 22.8238 25.6625 0.005 -0.0012 -0.0012
O 0.3043 2.9501 29.9036 0.001 0.0066 -0.0061
O -11.931 18.6701 25.3246 0.0002 0.0023 0.0011
O 19.6854 2.6696 16.7721 -0.001 0.0005 0.008
O 18.358 8.0533 24.2147 -0.0002 0.0003 0.004
O -1.0947 13.1161 15.4467 -0.001 0.0015 -0.0014
O 18.6455 10.4643 25.2258 0.002 -0.0047 0.0016
O 8.3564 -8.5747 15.1883 -0.0137 0.0021 -0.003
O 4.5007 1.5818 31.0554 -0.0017 0 0.0035
O 15.0194 19.5535 20.9563 0.001 -0.0009 0.0008
O 7.7172 2.3582 25.1972 0.0006 -0.0014 0
O -2.2262 -18.2871 23.877 -0.0027 -0.0004 0.0009
O 14.8261 42.2916 13.9566 0.0062 0.0047 0.0014
O 6.1439 8.2506 16.7703 -0.0028 -0.0018 -0.001
O -5.8564 4.8221 15.1251 -0.036 0.0255 0.0267
O -14.185 17.9594 21.0227 -0.0007 -0.0015 -0.001

Results
free energy: -222577.982 eV
free energy less fixed offsets of O -568.88, Si -635.61 eV per atom: 7.388 eV

The program warned: the cutoff lies below the one the program advises for these potential files; the exchange-correlation potential is rough where the density is thin.
